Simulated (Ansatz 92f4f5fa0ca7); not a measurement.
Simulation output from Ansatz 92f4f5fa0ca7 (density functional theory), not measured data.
Periodic cell of 220 atoms, Si132O88, from a study of silicon, its oxide and their interface. The atomic structure is a simulated model.

Settings
functional: r2SCAN
potential files: Ansatz norm-conserving
basis: plane waves
wave-function cutoff: 1300 eV
density cutoff ratio: 4
exchange-correlation grid ratio: 1
k mesh: 2 x 2 x 1, shifted by 0.5 0.5 0.5 of a step
self-consistency stop: 5e-08 eV per atom in the density residual
occupations: Fermi-Dirac, 0.05 eV
spin: none
net charge: 0

Cell vectors (angstrom)
a  10.888  0  0
b  0  10.888  0
c  0  0  31.7746

Atoms: element, x, y, z (angstrom)
Si  1.6038  1.5926  1.4991
Si  4.4991  -4.8106  -1.8358
Si  0.6815  5.4241  -0.382
Si  2.7943  8.0038  -0.0286
Si  5.8351  -0.3403  0.0685
Si  7.4181  3.6633  -1.5501
Si  6.0319  5.2065  -0.365
Si  7.5387  8.735  0.0705
Si  -0.7192  0.4091  -0.069
Si  3.9258  3.7324  1.5473
Si  1.409  6.7771  1.3874
Si  4.0875  9.5106  1.2422
Si  6.8439  1.2952  1.3999
Si  9.4921  3.9364  1.3144
Si  6.7925  6.8022  1.2474
Si  9.3741  9.5974  1.3666
Si  0.0458  2.7902  2.7857
Si  2.7484  -0.0692  2.6913
Si  -0.0728  8.1447  2.6113
Si  2.7302  5.3986  2.752
Si  5.4925  2.6022  2.8226
Si  8.1205  -0.0216  2.8564
Si  5.3684  8.0792  2.6548
Si  8.1758  5.4328  2.6257
Si  1.3709  4.1096  4.1779
Si  4.0969  1.2526  4.141
Si  1.3287  9.4831  4.0059
Si  4.0689  6.7703  4.0857
Si  6.8316  4.0847  4.0551
Si  9.5458  1.3826  4.0912
Si  6.7274  9.4506  4.092
Si  9.5149  6.7846  4.0392
Si  0.0273  0.005  5.4
Si  2.747  2.6909  5.4652
Si  -0.0196  5.4734  5.4806
Si  2.6929  8.1446  5.4064
Si  5.4263  -0.0804  5.5221
Si  8.1756  2.7266  5.4404
Si  5.4595  5.4372  5.4205
Si  8.1545  8.1381  5.4276
Si  1.3675  1.3357  6.8103
Si  4.1127  4.088  6.7958
Si  1.3542  6.8406  6.8171
Si  4.041  9.4529  6.8426
Si  6.8198  1.3505  6.8034
Si  9.506  4.0779  6.8119
Si  6.8002  6.7846  6.8066
Si  9.5249  9.567  6.7536
Si  0.0036  2.7314  8.1521
Si  2.6972  -0.0448  8.1781
Si  -0.0096  8.2377  8.1331
Si  2.7506  5.4783  8.1486
Si  5.4743  2.7342  8.1557
Si  8.199  0.0273  8.1828
Si  5.456  8.1363  8.2046
Si  8.1298  5.4113  8.1695
Si  1.3593  4.1308  9.4649
Si  4.0998  1.3454  9.438
Si  1.3132  9.5445  9.5961
Si  4.1067  6.7842  9.5992
Si  6.7862  4.0828  9.601
Si  9.5293  1.4311  9.5759
Si  6.8454  9.5248  9.5281
Si  9.5013  6.8444  9.4042
Si  -0.0792  0.0304  10.9646
Si  2.7072  2.695  10.7246
Si  0.029  5.6121  10.7538
Si  2.7534  8.2004  10.9202
Si  5.4852  0.0532  10.8213
Si  8.3176  2.9349  10.9807
Si  5.4  5.3715  11.0255
Si  8.156  8.0656  10.8594
Si  1.3552  1.4649  12.1867
Si  2.2186  4.8955  13.3889
Si  1.4091  6.7918  12.2106
Si  4.1144  9.6606  12.1621
Si  6.5023  1.0894  12.7089
Si  8.2461  5.6987  13.8182
Si  5.6718  8.5293  13.5108
Si  9.4511  9.4451  12.2406
Si  -0.5585  2.9251  15.4866
Si  3.1185  0.5252  13.4254
Si  -1.2865  7.2436  15.0606
Si  4.0076  3.8799  12.2572
Si  4.7571  2.2317  13.8544
Si  10.869  0.7845  16.4075
Si  4.5301  8.1056  15.572
Si  9.6125  4.4229  12.251
Si  0.4214  3.2704  13.3815
Si  2.2847  -0.7254  15.1414
Si  6.5885  8.9443  17.6535
Si  8.6717  9.505  15.552
Si  7.5562  4.2447  15.6691
Si  7.5538  -0.8278  13.5997
Si  6.7543  6.7984  12.3424
Si  11.0563  8.2298  13.5639
Si  27.3985  -41.0676  23.9114
Si  8.7858  15.538  18.5639
Si  3.3322  4.4543  22.6744
Si  13.5804  -7.2873  29.8287
Si  13.2533  -4.8951  26.8222
Si  4.7587  10.8443  19.3651
Si  -27.6127  8.2404  27.6028
Si  5.4167  5.8772  26.109
Si  15.9143  12.5554  29.5516
Si  16.455  -5.5829  20.9575
Si  11.0693  4.8727  16.6728
Si  2.2828  -0.3138  20.6141
Si  3.1066  -0.9257  25.8855
Si  7.9778  16.276  27.6544
Si  8.7559  2.5623  23.423
Si  8.4241  -30.3851  20.6231
Si  1.364  -26.2618  24.2148
Si  4.4292  -31.0018  26.4768
Si  -4.663  11.3116  21.8764
Si  21.087  -11.835  28.8179
Si  48.2106  -7.8161  18.9596
Si  12.5964  3.0922  27.0698
Si  10.8058  -20.7768  19.569
Si  -14.1985  18.0415  19.9522
Si  -30.4919  13.5083  20.5919
Si  12.6595  -1.692  23.2131
Si  18.5863  8.425  28.7022
Si  9.9577  -11.2481  23.9295
Si  -4.0066  6.0324  23.5407
Si  7.8704  19.601  22.6138
Si  1.1946  18.4662  29.3013
Si  20.3844  4.9612  24.9742
Si  13.9647  -5.6583  15.5319
Si  0.3577  -21.259  26.5271
Si  26.8431  -18.0173  15.8037
Si  19.415  2.2431  31.8022
O  -2.7249  4.4305  -2.8078
O  -8.0669  2.605  1.0724
O  1.8909  -3.912  -6.1377
O  5.3738  0.3215  -1.3805
O  9.1412  -23.4933  -8.2401
O  19.6354  -1.3358  -3.5174
O  22.3976  2.1123  -5.3934
O  -3.2402  2.164  -19.5054
O  1.2187  -14.106  -8.5521
O  43.2623  -9.9752  -13.7896
O  20.7983  -33.0115  -16.0226
O  15.5996  -3.7195  -3.0003
O  12.5683  13.942  -3.0874
O  14.567  6.7644  -0.609
O  11.6344  10.6087  20.1055
O  10.4419  -4.6007  16.1254
O  14.6358  -1.8582  27.0676
O  33.9167  -1.7679  14.4372
O  18.0751  13.7419  23.7174
O  3.498  9.3434  15.8739
O  21.6025  11.223  28.025
O  -16.8945  1.3053  27.9827
O  3.6522  -6.0708  29.3279
O  16.927  6.6456  20.1808
O  14.5206  -4.1276  15.6474
O  24.9245  2.6257  26.5425
O  17.5485  5.2037  22.1602
O  34.88  3.6152  21.8503
O  5.4337  11.9708  23.1174
O  9.2057  33.657  23.4299
O  -9.4149  4.6434  26.6924
O  -8.2034  12.0662  21.1382
O  10.3713  -6.2229  18.1467
O  11.3044  -26.2605  30.1154
O  4.8975  3.4414  17.4147
O  16.4408  4.0289  19.9392
O  16.5664  -16.1688  24.5417
O  23.7922  8.5008  30.3789
O  26.7884  12.3976  19.0496
O  8.6393  13.889  15.4403
O  2.4707  -34.0652  21.7826
O  14.7941  -16.2316  26.5692
O  7.654  9.7612  16.7777
O  2.8515  -1.5619  24.4216
O  11.4598  10.2931  23.3468
O  12.7172  -27.6663  16.621
O  -8.807  6.8112  28.1892
O  11.6811  -20.765  31.9555
O  18.3783  19.0166  18.6855
O  25.4399  13.2218  30.1486
O  10.8311  5.7044  24.4816
O  9.0302  -7.8161  21.9019
O  6.5104  -5.8075  27.0097
O  4.4503  -18.3068  23.3369
O  8.3858  3.2775  19.3427
O  8.2947  16.5406  24.1676
O  21.0382  -0.1046  25.5203
O  -5.3904  -19.3741  25.5263
O  8.2267  -2.9199  21.2005
O  29.6624  4.7958  17.1975
O  -6.7539  -21.4855  25.6958
O  16.554  -2.9039  16.7318
O  5.6404  -3.4255  26.3184
O  11.5872  2.3728  19.9712
O  9.1572  -5.7953  26.5681
O  21.042  4.7623  31.8077
O  -3.7323  -33.4312  22.3822
O  6.2338  -19.0472  29.61
O  18.8954  6.9608  28.0747
O  23.5157  26.0101  30.9925
O  13.3693  -16.4352  23.7124
O  5.2065  10.5784  20.8808
O  -1.293  -7.4805  24.5119
O  7.0229  1.5953  21.071
O  -6.7805  16.3292  21.635
O  -2.3826  5.8899  19.5606
O  -4.6096  -1.8169  28.2371
O  14.1134  10.3218  19.3131
O  4.7974  4.2624  32.0484
O  31.1311  1.0121  20.2472
O  1.7169  10.554  26.4262
O  -10.6918  -2.2796  28.5914
O  -9.3828  -10.6656  16.2161
O  -16.1464  31.7843  18.3368
O  3.109  -18.5583  19.4073
O  -0.714  -11.3562  30.3466
O  -3.0784  19.1281  30.3043
O  6.897  -14.1302  23.354

Results
free energy: -56401.865 eV
free energy less fixed offsets of O -463.61, Si -117.95 eV per atom: -34.785 eV
pressure: -0.37 GPa
stress xx, yy, zz, yz, xz, xy (GPa, positive in tension): 0.27, 0.92, -0.08, 0.64, 0.08, -0.42

Forces (eV/angstrom), in the order of the atoms: element, x, y, z
Si  -0.0369  -0.0341  0.0543
Si  -0.0909  0.0532  -0.0463
Si  0.0666  -0.0055  0.1103
Si  -0.043  0.0015  0.1241
Si  -0.0095  -0.0259  0.0967
Si  0.0207  0.0015  0.0131
Si  0.0719  -0.0986  0.2041
Si  0.015  0.0446  0.1302
Si  -0.0585  0.0646  0.1517
Si  -0.0059  -0.0182  0.086
Si  -0.0616  -0.03  -0.025
Si  0.0118  0.0083  -0.0366
Si  0.0444  -0.0662  -0.0122
Si  -0.0435  0.0202  0.0076
Si  0.0828  -0.037  0.0293
Si  0.0027  -0.0264  -0.0202
Si  -0.0599  0.0166  -0.0343
Si  -0.0034  0.0335  0.0034
Si  -0.0141  0.0411  0.0203
Si  0.0213  0.0186  -0.0338
Si  -0.0036  0.0113  0.0356
Si  0.0132  0.0343  -0.0163
Si  -0.0204  0.0734  0.0161
Si  0.0119  0.0078  -0.0176
Si  0.0262  -0.0301  -0.0123
Si  -0.0026  -0.0101  0.0089
Si  -0.0063  0.0098  -0.0128
Si  -0.031  -0.0484  0.0035
Si  -0.0116  -0.0051  0.0063
Si  -0.0091  -0.0009  -0.0152
Si  0  -0.0112  0.0251
Si  -0.025  -0.0197  0.0069
Si  -0.0136  -0.0276  -0.0017
Si  0.0259  0.0178  0.0121
Si  -0.0042  0.0103  -0.0017
Si  0.0056  0.0211  -0.0038
Si  0.0109  -0.0046  -0.0081
Si  0.0113  -0.0124  -0.0507
Si  0.0315  -0.0036  0.0285
Si  0.0058  -0.0052  0.0442
Si  -0.0107  0.0355  0.0001
Si  -0.0186  -0.0101  0.0158
Si  0.0025  -0.0226  -0.0014
Si  -0.0071  -0.0156  -0.0008
Si  -0.0112  0.0027  -0.014
Si  0.0019  -0.003  -0.0053
Si  0.0078  0.0192  0.0011
Si  -0.0159  0.008  0.0059
Si  -0.0116  -0.0281  -0.022
Si  -0.0099  -0.0122  0.0233
Si  0.0032  -0.0085  0.0069
Si  0.0095  0.0294  0.0045
Si  0.0076  0.0253  -0.0107
Si  0.0291  0.0132  -0.0049
Si  -0.0125  -0.0427  -0.0112
Si  0.0343  -0.0027  -0.0104
Si  -0.0154  0.0288  0.0202
Si  0.0305  0.0358  0.0101
Si  -0.0262  -0.0083  0.0339
Si  0.0111  -0.0118  -0.0174
Si  -0.0097  -0.0115  -0.0052
Si  -0.0161  0.0013  -0.0365
Si  0.0232  0.018  0.0169
Si  -0.0443  -0.041  -0.0017
Si  0.0319  0.0469  0.0028
Si  -0.0254  -0.0465  0.0146
Si  0.0156  -0.0503  0.0067
Si  0.036  -0.0189  0.003
Si  -0.0098  -0.0729  -0.048
Si  0.1212  0.0206  0.0156
Si  -0.0029  0.0176  -0.0066
Si  0.0008  -0.0016  0.0208
Si  0.0071  -0.0113  -0.0338
Si  -0.0647  -0.0056  0.0018
Si  0.0055  0.0077  0.0235
Si  -0.035  0.0007  -0.0706
Si  0.0545  0.0695  0.1272
Si  0.0605  0.0544  0.0332
Si  0.0509  -0.0124  -0.014
Si  0.0125  -0.0421  0.0421
Si  0.025  0.124  -0.0572
Si  -0.0736  0.0572  -0.0501
Si  -0.0442  -0.0219  -0.2087
Si  0.0156  0.0524  -0.0052
Si  -0.0077  -0.0499  0.0467
Si  0.0511  0.0026  -0.0958
Si  0.0532  0.0659  -0.0465
Si  -0.033  0.0307  0.0326
Si  0.088  -0.0102  -0.062
Si  -0.0088  -0.0029  -0.089
Si  -0.0035  0.0203  -0.2237
Si  0.0367  -0.0571  -0.1005
Si  -0.0378  0.0789  -0.167
Si  -0.0993  -0.1491  -0.1027
Si  -0.0005  -0.0499  -0.0296
Si  -0.1182  0.0483  -0.0349
Si  -0.0239  -0.0067  0.0414
Si  0.1455  0.0171  -0.135
Si  -0.0127  0.0031  -0.0447
Si  -0.0608  -0.0004  0.1843
Si  0.0035  0.0258  0.1655
Si  0.0497  -0.0403  -0.1669
Si  0.005  -0.0415  0.1981
Si  -0.002  0.039  0.1466
Si  -0.0152  -0.0407  0.1566
Si  0.0171  0.0025  -0.1214
Si  -0.0861  -0.0948  -0.1904
Si  0.0083  0.0404  -0.1237
Si  0.0298  -0.0035  0.1137
Si  -0.0071  0.0041  0.2539
Si  0.0205  0.0331  -0.0375
Si  0.0182  0.0075  -0.1668
Si  0.0115  -0.0102  0.0563
Si  -0.026  -0.0143  0.2046
Si  -0.0151  -0.0133  -0.112
Si  -0.0011  -0.0335  0.2238
Si  -0.0056  -0.0256  -0.2001
Si  0.0217  -0.0013  0.189
Si  -0.0258  0.0151  -0.1966
Si  -0.0143  -0.0033  -0.1765
Si  0.0089  0.0063  -0.1186
Si  0.0403  0.0126  -0.0161
Si  -0.0103  -0.054  0.1273
Si  -0.0086  0.0039  0.0455
Si  -0.0363  -0.0193  -0.0185
Si  -0.0176  -0.009  -0.0775
Si  0.0145  -0.0033  0.2241
Si  -0.0257  0.0107  0.117
Si  -0.0898  0.1055  -0.1113
Si  0.0074  0.0311  0.1374
Si  0.0215  -0.1455  0.0382
Si  0.0163  -0.0708  0.0917
O  -0.0351  0.0798  -0.1045
O  0.071  0.059  -0.0779
O  -0.0324  -0.0163  -0.0562
O  -0.0211  0.0857  -0.1413
O  0.0064  0.0027  0.0122
O  -0.015  -0.0001  -0.0606
O  -0.0126  -0.0068  -0.0463
O  0.0249  0.0109  -0.031
O  -0.0101  0.0009  -0.0054
O  -0.0073  -0.0249  0.1398
O  0.0582  0.098  0.0971
O  -0.005  0.1379  -0.1589
O  -0.0243  -0.0179  -0.147
O  0.1101  -0.0662  -0.1357
O  0.0234  -0.0336  0.076
O  0.052  -0.0743  0.0853
O  -0.0413  0.0525  -0.0824
O  0.1365  0.0569  0.0805
O  0.0085  -0.002  -0.0167
O  0.0132  -0.0373  0.0214
O  0.0267  0.028  -0.1126
O  -0.0118  -0.0025  -0.1474
O  -0.062  -0.0285  -0.1078
O  -0.0312  -0.0161  0.0627
O  -0.029  -0.0287  0.0199
O  0.0193  -0.0116  -0.071
O  0.0199  -0.0137  0.0509
O  0.0203  0.0232  0.052
O  0.0016  0.0171  0.0245
O  -0.0086  0.0156  -0.0055
O  -0.01  0.0066  -0.0457
O  -0.0054  -0.0119  0.0399
O  -0.0717  0.0439  0.2079
O  -0.0401  0.051  -0.1179
O  -0.0156  0.0129  0.0646
O  0.0118  0.0458  0.0907
O  0.0146  -0.0077  -0.0399
O  0.0097  -0.0258  -0.0935
O  -0.0053  0.0019  0.0348
O  -0.0735  -0.0414  0.0971
O  -0.0078  -0.0308  0.0527
O  0.0179  0.0003  -0.0246
O  -0.0543  0.0934  0.1335
O  -0.0197  -0.0044  -0.0387
O  0.0046  -0.0006  -0.0003
O  0.0895  -0.0431  0.1542
O  0.0053  -0.0332  -0.0918
O  0.1051  0.0368  -0.0304
O  0.039  -0.065  0.1357
O  0.0007  0.0094  -0.0387
O  0.003  0.0061  -0.0296
O  -0.0083  -0.0069  0.0799
O  -0.0463  -0.0046  -0.08
O  -0.0093  -0.0116  -0.0122
O  -0.0296  -0.0428  0.0832
O  -0.0015  0.0014  -0.0256
O  -0.0342  -0.0256  -0.0636
O  0.0231  0.0119  -0.0665
O  0.0247  0.0263  0.0954
O  0.0203  -0.0225  0.1199
O  -0.0062  -0.0214  -0.0593
O  0.0133  -0.0422  0.1267
O  0.0312  -0.0115  -0.0715
O  0.0064  -0.002  0.0702
O  0.0398  -0.0155  -0.1289
O  0.0364  0.0123  -0.0255
O  -0.0055  -0.0143  0.027
O  0.0268  0.0195  -0.0551
O  -0.0038  -0.0117  -0.0735
O  0.0239  -0.0399  -0.0887
O  -0.0038  0.0039  -0.0055
O  0.029  0.0095  0.1006
O  -0.0058  -0.0231  -0.0078
O  -0.0216  0.0031  0.0537
O  -0.0321  0.0033  0.0362
O  -0.0283  0.053  0.0607
O  -0.0474  0.0162  -0.076
O  -0.0506  -0.0007  0.0723
O  0.0493  -0.02  -0.1065
O  -0.0058  -0.0034  0.0517
O  0.0158  -0.014  -0.0303
O  -0.0257  0.0328  -0.086
O  -0.0929  0.0525  0.0634
O  -0.05  0.0583  0.0955
O  -0.0397  0.0047  0.0947
O  0.0073  -0.0897  -0.1473
O  0.0196  -0.0191  -0.1982
O  0.0045  0.0117  0.0184
